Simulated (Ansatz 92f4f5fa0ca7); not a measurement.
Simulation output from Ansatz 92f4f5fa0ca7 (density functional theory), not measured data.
Periodic cell of 223 atoms, Si132O90P1, from a study of silicon, its oxide and their interface. The atomic structure is a simulated model.
Doubt: the cutoff is far below the 930 eV that the study's wrapper takes by default for these files, so forces and energies are approximate.
This geometry differs little from another in the collection (a relaxation step or a small displacement).

Settings: functional PBE; potential files Ansatz PAW; basis plane waves; wave-function cutoff 580 eV; density cutoff ratio 5; exchange-correlation grid ratio 1; k mesh 1 x 1 x 1, Gamma-centred; self-consistency stop 5e-08 eV per atom in the density residual; occupations fixed; spin none; net charge +1 e, with a uniform compensating background and no finite-size correction.

Cell vectors (angstrom)
a 10.938 0 0
b 0 10.938 0
c 0 0 32.1988

Atoms: element, x, y, z (angstrom)
Si 10.5822 0.2188 24.8687
Si 5.736 10.681 24.7411
Si 2.4793 2.9143 24.6392
Si 8.4227 2.4636 24.8234
Si 0.2731 5.1685 24.7528
Si 5.1525 5.747 24.6894
Si 2.9308 8.0095 24.5934
Si 7.9423 8.4378 24.7349
Si 1.3269 1.3804 26.0325
Si 6.8431 1.3104 26.1216
Si 4.0421 4.1046 25.9912
Si 9.6068 4.0582 26.0817
Si 1.3956 6.8285 25.9992
Si 6.7669 6.8528 26.023
Si 4.1011 9.5339 25.9957
Si 9.4601 9.5705 26.1619
Si 2.726 -0.0084 27.3416
Si 8.1516 -0.0168 27.5665
Si 0.0074 2.7139 27.4838
Si 5.4384 2.7436 27.3676
Si 2.7241 5.4669 27.4304
Si 8.1834 5.4701 27.35
Si -0.0061 8.1794 27.3784
Si 5.4386 8.1987 27.4459
Si 4.0757 1.3629 28.742
Si 9.5755 1.3579 28.8526
Si 1.3633 4.1044 28.8148
Si 6.8281 4.1039 28.7397
Si 4.0979 6.8174 28.8068
Si 9.5529 6.8177 28.7491
Si 1.3698 9.5645 28.7371
Si 6.7761 9.5433 28.8676
Si 0.0214 -0.0258 30.1619
Si 5.4166 0.0116 30.1708
Si 2.7365 2.7243 30.1536
Si 8.1894 2.7548 30.1503
Si -0.0254 5.4617 30.1479
Si 5.4819 5.455 30.1539
Si 2.727 8.2094 30.1361
Si 8.2026 8.1745 30.1607
Si 1.3758 1.3532 31.5327
Si 6.8176 1.3823 31.4982
Si 4.1127 4.088 31.5188
Si 9.5609 4.1001 31.5401
Si 1.3569 6.8382 31.4826
Si 6.8471 6.8147 31.5407
Si 4.0757 9.5669 31.546
Si 9.5781 9.5497 31.5154
Si 2.7279 0 0.7327
Si 8.1945 0.0058 0.645
Si 0.0029 2.7211 0.7018
Si 5.4791 2.7312 0.7011
Si 2.7351 5.488 0.6505
Si 8.2084 5.4601 0.7309
Si 0.0115 8.1815 0.6788
Si 5.479 8.2 0.7019
Si 4.1283 1.3632 2.077
Si 9.5372 1.3442 2.0515
Si 1.3827 4.128 2.0247
Si 6.8443 4.0825 2.0864
Si 4.1044 6.8241 2.0545
Si 9.6078 6.8335 2.0746
Si 1.3749 9.515 2.0703
Si 6.8406 9.6166 2.0511
Si -0.017 -0.0443 3.3822
Si 5.4895 0.0076 3.481
Si 2.7704 2.7864 3.3696
Si 8.189 2.6917 3.4601
Si 0.0335 5.4624 3.4407
Si 5.4784 5.469 3.4234
Si 2.7777 8.1963 3.4593
Si 8.2143 8.2304 3.3834
Si 1.3804 1.3815 4.6428
Si 6.8511 1.339 4.9037
Si 4.152 4.0829 4.8293
Si 9.5798 4.076 4.7611
Si 1.4113 6.8283 4.8154
Si 6.8306 6.8999 4.7556
Si 4.1341 9.5747 4.852
P 9.5559 9.5462 4.7825
Si 2.7571 0.1213 6.0592
Si 8.2264 -0.0806 6.249
Si 0.0295 2.6745 6.0455
Si 5.4844 2.7118 6.3167
Si 2.8059 5.4834 6.2086
Si 8.1739 5.4656 6.0372
Si -0.0006 8.2039 6.1362
Si 5.5147 8.2234 6.2484
Si 3.8351 1.5719 7.6211
Si 9.8585 1.1367 7.4458
Si 1.623 3.7981 7.3232
Si 6.6593 4.4091 7.489
Si 4.4083 6.6265 7.565
Si 9.3483 6.9372 7.3978
Si 1.1521 9.9369 7.2802
Si 7.1459 9.2137 7.675
O 8.2915 8.07 7.8986
O 2.7138 2.737 7.9544
O 9.517 1.3445 24.2758
O 4.0463 6.8619 24.1346
O 0.0402 0.0249 7.9621
O 5.5384 5.5082 8.0303
O 6.8519 9.5726 24.2087
O 1.3709 4.0616 24.1762
O 3.8772 7.384 8.9498
O 0.7708 4.3476 8.6
O 9.8294 6.1926 8.7852
O 2.117 9.3355 8.4485
O 7.5387 3.9344 8.7976
O 4.2425 0.9123 9.0841
O 6.7524 9.5818 9.2206
O 9.161 1.8174 8.7637
O 7.7049 3.1497 23.5227
O 10.4949 5.844 23.4483
O 5.0882 0.4367 23.4078
O 5.862 5.0872 23.3651
O 3.1046 2.2036 23.2812
O 2.2959 8.7233 23.2301
O 8.6305 7.7594 23.4038
O 0.2221 10.3115 23.608
Si 4.3883 1.5683 22.4667
Si 3.4909 7.933 14.0259
Si 7.1175 0.9629 14.665
Si 0.941 9.3543 22.5213
Si 1.1822 4.3136 11.8893
Si 6.2632 8.9692 15.3191
Si 0.6857 1.3722 12.2945
Si 8.6244 4.9541 20.5074
Si 0.3294 5.7021 9.3629
Si 5.099 3.1237 17.944
Si 0.8834 3.7454 16.7422
Si 10.4016 2.8504 19.2261
Si 5.2643 1.19 10.3596
Si 0.8817 0.1803 19.8501
Si 6.6526 9.468 10.8705
Si 9.337 9.6798 18.3264
Si 9.3915 9.2534 12.5776
Si 6.5704 3.8437 22.5831
Si 2.4418 8.0495 9.3764
Si 10.5886 7.37 17.0734
Si 2.5102 6.2941 16.5701
Si 10.1737 4.4943 14.1889
Si 6.1352 9.1864 18.5139
Si 7.9542 2.564 9.5767
Si 8.8867 2.137 12.4519
Si 5.3367 6.247 18.0611
Si 3.9205 0.5569 19.4673
Si 4.2732 3.8526 12.0564
Si 5.5452 6.6095 12.1328
Si 8.0107 2.5074 17.2201
Si 4.3586 2.4855 14.9659
Si 1.5447 1.2128 15.2566
Si 1.5651 9.4206 12.0423
Si 8.0511 6.8586 13.8678
Si 10.381 9.8415 15.4905
Si 9.8091 7.0137 22.5497
Si 8.108 5.4879 17.4072
O 6.0508 7.965 11.2699
O 6.0136 9.2104 16.8951
O 7.6895 1.3565 13.1919
O 0.9018 1.7494 13.8617
O 9.4292 6.255 16.8768
O 6.7628 6.2139 13.1273
O 5.1299 4.6627 18.6063
O 9.2273 2.1605 18.2741
O 2.3635 0.0957 19.0862
O 9.4135 10.2405 16.7674
O 2.7875 4.45 11.7017
O 5.0634 10.3239 19.1063
O 9.4291 3.2509 13.4732
O 0.4545 1.769 19.9584
O 3.1583 1.3604 15.056
O 8.1634 5.3831 19.0219
O 3.8935 6.5987 17.3783
O 4.5728 3.2801 16.3868
O 9.0606 5.6705 14.3073
O 5.4486 2.7583 22.1412
O 10.668 4.1374 15.6803
O 0.3415 3.8691 18.2768
O 10.4227 10.5136 19.2251
O 9.6423 10.0351 14.0289
O 10.9116 8.1168 22.089
O 1.197 2.1626 16.5262
O 9.7334 3.7559 20.4146
O 8.1311 4.0351 16.6808
O -0.0451 9.1108 11.9015
O 6.5825 2.4178 18.0072
O 5.5862 10.7241 11.1902
O 7.747 9.5925 18.8406
O 10.0386 1.0242 12.0511
O 1.338 6.9211 9.0222
O 0.6231 4.7759 13.3511
O 5.7013 7.6245 18.9776
O 5.2374 5.0916 11.5133
O 2.7126 6.9863 15.1048
O 0.9156 2.7515 11.4623
O 0.8639 10.6858 15.5412
O 2.3799 8.5891 10.8926
O 4.6857 2.44 11.2718
O 4.241 3.5221 13.6802
O 2.1957 4.6859 16.4737
O 10.698 8.2526 15.6923
O 6.921 10.2965 14.6659
O 2.3463 8.9575 13.4115
O 8.0298 1.5266 15.9068
O 4.1275 7.0094 12.8386
O 4.175 2.0124 18.7286
O 7.2914 4.4176 21.2616
O 8.4131 2.9029 11.0903
O 1.1799 6.8691 17.3499
O 5.6577 1.5942 14.7337
O 8.1346 9.7655 11.5847
O 9.1976 6.2882 21.2402
O 8.9568 7.7225 12.8514
O 1.6573 0.1246 11.863
O 6.6441 6.1524 17.0591
O 7.3961 7.808 15.0375
O 1.2055 10.3105 21.2394
O 10.0306 8.2018 18.3518
O 3.9485 0.8472 21.084
O 0.3408 5.3413 10.9283
O 6.6589 1.5959 9.6093
O 4.7784 8.7075 14.6748

Results
free energy: -135861.176 eV
free energy less fixed offsets of O -568.88, P -755.39, Si -635.61 eV per atom: -6.066 eV

Forces (eV/angstrom), in the order of the atoms: element, x, y, z
Si 0.0029 -0.0042 -0.0149
Si -0.0016 0.005 -0.0218
Si 0.0059 -0.0026 -0.0211
Si -0.0077 0.004 -0.0215
Si -0.0009 0.0028 -0.0208
Si -0.002 -0.0025 -0.0183
Si -0.0036 -0.0016 -0.0181
Si 0.0044 -0.0034 -0.0171
Si 0.0049 -0.0012 0.0057
Si -0.0024 0.003 0.0125
Si 0.0005 -0.0011 0.0118
Si -0.0055 0.0055 0.0086
Si -0.0006 0.0054 0.0135
Si 0.0052 -0.0013 0.0076
Si -0.0031 0.0027 0.0088
Si 0.0003 -0.0044 0.0086
Si -0.0003 -0.0016 -0.0131
Si -0.0067 -0.0026 0.0264
Si 0.0035 0.0025 0.0269
Si -0.0002 -0.0018 -0.013
Si 0.003 0.0018 0.01
Si 0.0009 -0.003 -0.0128
Si 0.0017 -0.0043 -0.0126
Si -0.0072 -0.0051 0.0163
Si 0.0046 -0.0009 0.0121
Si -0.0028 -0.0005 -0.0231
Si -0.0033 -0.0114 -0.0185
Si 0.0012 -0.0017 0.0134
Si -0.0005 0.0019 -0.0157
Si -0.0006 0.0035 0.0103
Si -0.0041 0.0023 0.0128
Si 0.0172 0.0047 -0.0252
Si 0.0056 0.0002 -0.0008
Si -0.0077 0.0059 0.0026
Si -0.0016 0.0042 0.0011
Si -0.003 -0.0012 -0.0007
Si -0.0004 0.0019 0.0028
Si -0.0006 -0.0018 0.0003
Si 0.0023 -0.0014 -0.0003
Si -0.0028 -0.004 0.0001
Si 0.0019 -0.0057 0.0002
Si 0.001 0.0041 -0.0001
Si 0.002 -0.0043 -0.0004
Si 0.0008 0.0023 -0.0009
Si -0.0031 0.0002 -0.0014
Si 0.004 0.0025 0.0005
Si -0.0003 -0.0008 0.0001
Si 0.0001 -0.0028 -0.0008
Si -0.0002 0.0038 0.0026
Si 0.0024 0.0009 0.0023
Si 0.0019 0.0038 0.0031
Si -0.0032 0.0017 0.0001
Si 0.001 0.0001 -0.0024
Si -0.0031 -0.0045 0.003
Si 0.0005 0.0012 0.0043
Si -0.0051 -0.0028 0.0014
Si 0.009 -0.0008 -0.0102
Si -0.0057 -0.0047 -0.0048
Si -0.0013 0.0029 -0.0177
Si -0.0024 -0.0058 -0.0046
Si 0.0041 -0.0033 -0.0027
Si 0.0102 0.002 -0.0176
Si -0.0016 -0.006 0.0023
Si 0.0047 0.0003 -0.0078
Si 0.0059 -0.0041 -0.0196
Si -0.0076 -0.0001 -0.0066
Si -0.0147 -0.021 0.0171
Si 0.0132 0.0117 -0.0119
Si -0.0035 -0.0022 -0.005
Si -0.0028 0.0054 0
Si -0.0167 -0.0025 -0.0156
Si -0.026 -0.0063 -0.0058
Si 0.0114 0.0168 -0.0199
Si -0.0117 0.0005 -0.0215
Si 0.0038 0.0044 -0.0217
Si -0.0051 -0.0125 0.0041
Si 0.0187 -0.0015 -0.0327
Si 0.0015 0.0043 -0.0239
Si 0.0097 -0.0027 0.0166
P 0.0149 0.0052 -0.0315
Si 0.0153 -0.0033 -0.0117
Si -0.0154 -0.0006 0.0289
Si -0.0057 0.0143 -0.0016
Si 0.0012 0.0008 0.0026
Si 0.002 0.0043 0.0039
Si 0.0087 -0.0136 0.0014
Si -0.0116 -0.0067 0.0592
Si -0.0205 0.0178 -0.017
Si -0.0093 -0.0234 0.0752
Si -0.0158 0.0378 0.0701
Si -0.0268 -0.0171 0.0423
Si 0.0252 0.0088 0.0352
Si 0.0039 0.0224 0.0438
Si 0.0311 -0.0393 0.0332
Si 0.0264 -0.0207 0.0437
Si -0.0215 0.0041 0.1047
O 0.0116 0.0304 -0.0147
O 0.0235 0.0105 -0.0115
O 0.0019 0.001 0.0014
O 0.0018 0.0028 -0.0031
O -0.0072 -0.0072 -0.0171
O -0.0229 -0.0199 -0.0064
O -0.0003 -0.0014 0.0014
O -0.0018 -0.0038 0.0004
O 0.0133 -0.0134 -0.0244
O 0.0094 -0.0132 -0.03
O -0.0257 0.0185 -0.0213
O -0.0088 0.0179 -0.021
O -0.0112 0.008 -0.0222
O -0.0073 0.0102 -0.0531
O 0.0093 -0.0021 -0.0749
O 0.0232 -0.022 -0.0387
O 0.0085 -0.0075 0.012
O 0.007 -0.0081 0.0133
O 0.0076 -0.0095 0.0154
O -0.0073 0.0092 0.0139
O -0.0108 0.0081 0.0152
O 0.0104 -0.0073 0.0144
O -0.0102 0.0089 0.0139
O -0.0062 0.0078 0.0104
Si 0.0002 -0.0006 -0.013
Si -0.0011 0.0011 0.0044
Si -0.0016 -0.0009 0.0049
Si -0.0021 0.0038 -0.0123
Si -0.0008 0.0044 0.0052
Si 0.0025 -0.0005 0.0011
Si -0.0004 -0.0008 0.0045
Si 0.0015 -0.0015 -0.0081
Si 0.007 0.0068 0.019
Si 0.0009 0.0019 -0.0017
Si 0.0007 -0.0002 -0.0013
Si 0 0.0003 -0.0058
Si 0.0053 0.0031 0.0188
Si -0.0031 0.0016 -0.0073
Si 0.0006 -0.0087 0.0254
Si 0 -0.0013 -0.0035
Si 0.0029 0.0002 0.0049
Si 0.0021 -0.002 -0.0107
Si -0.0107 -0.0038 0.0185
Si -0.0002 0.0018 0.0003
Si -0.0012 0.0009 0.0012
Si 0.0003 0.0018 0.0046
Si 0.0023 -0.001 -0.0028
Si -0.0059 -0.005 0.0172
Si 0.0053 -0.0015 0.0125
Si -0.0011 -0.0011 -0.0002
Si 0.002 0.0009 -0.0076
Si -0.0014 0.0034 0.0069
Si 0 0.0018 0.0039
Si -0.001 -0.0006 -0.0006
Si 0.0001 -0.0011 0.0046
Si -0.001 -0.0002 0.0022
Si -0.0028 -0.001 0.0066
Si 0.0018 0 0.0066
Si 0.0004 0.0004 0.0011
Si 0.0007 -0.0016 -0.0108
Si 0.0011 0.0007 -0.0023
O 0.0013 0.006 -0.0066
O -0.0003 0.0005 0.002
O -0.0019 0 -0.0033
O 0.0004 -0.0001 -0.003
O -0.0012 -0.0004 -0.0003
O -0.001 -0.0004 -0.0025
O 0 0.0001 0.0003
O 0.0026 0.0006 0.0017
O 0.0002 0.0001 0.0019
O -0.001 0.0001 0.0019
O -0.0001 0.0001 -0.0016
O -0.002 0.0023 0.0014
O -0.0009 0.0004 -0.0053
O 0.001 -0.001 0.0021
O 0.0007 0.0004 -0.0021
O 0.0004 -0.0008 0.0057
O 0.0018 0.0002 -0.0006
O 0.0008 0 0.0004
O -0.0004 0.0002 -0.0023
O -0.0002 0.0003 0.0022
O 0.0016 -0.0011 -0.0001
O -0.0011 -0.0003 0.0025
O 0.0033 0.0016 0.0026
O 0.0008 0.0001 -0.0013
O 0.0007 0 0.002
O -0.0002 0.0005 0.0005
O -0.0014 0.0021 0.0028
O -0.0004 0.0007 -0.0003
O 0.0009 0.0009 -0.0017
O -0.0006 0 -0.0001
O -0.0004 0.0046 -0.007
O -0.0012 0.0005 0.0003
O -0.0006 0.0018 -0.0027
O 0.0039 0.0012 -0.002
O 0.0003 -0.0009 -0.0014
O 0.0003 0.0016 0.0007
O -0.0001 -0.0013 -0.0015
O -0.0004 -0.0011 -0.0007
O 0.0002 0 -0.0019
O -0.0002 0.0003 -0.0019
O 0.0038 -0.0012 -0.0156
O 0.0023 -0.0085 -0.0076
O 0.0004 -0.0003 -0.0032
O -0.0002 0.0001 -0.0009
O -0.0001 -0.0007 -0.0006
O -0.0002 0.0008 -0.0026
O 0.0014 -0.0002 -0.0023
O 0.0005 0.0017 -0.0008
O 0.0002 -0.0003 -0.0025
O -0.0012 -0.0033 0.0025
O -0.0036 -0.0019 0.0065
O -0.0028 -0.0004 -0.013
O 0.0004 -0.0001 -0.0007
O 0.0007 0.0019 -0.0032
O -0.0044 0.0014 -0.0078
O 0.0021 0.0036 0.0059
O -0.0011 -0.0001 -0.0025
O 0.0009 -0.0002 -0.0011
O 0 0.0004 -0.0004
O -0.0011 0.0017 -0.0022
O -0.0001 -0.0053 0.0087
O -0.0001 0.0014 0.0017
O 0.0015 0.0031 0.0098
O -0.0027 0.0036 -0.0128
O 0.0003 0.0027 -0.0032
O 0.0012 0.0011 -0.0021

The program warned: the cutoff lies below the one the program advises for these potential files; the exchange-correlation potential is rough where the density is thin.
